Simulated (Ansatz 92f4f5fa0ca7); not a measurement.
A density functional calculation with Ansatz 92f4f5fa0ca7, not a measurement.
Periodic cell of 375 atoms, Si241O134, from a study of silicon, its oxide and their interface. The atomic structure is a simulated model.
Doubt: the cutoff is far below the 930 eV that the study's wrapper takes by default for these files, so forces and energies are approximate.
This geometry differs little from another in the collection (a relaxation step or a small displacement).

Settings
functional: PBE
potential files: Ansatz PAW
basis: plane waves
wave-function cutoff: 580 eV
density cutoff ratio: 5
exchange-correlation grid ratio: 1
k mesh: 1 x 1 x 1, Gamma-centred
self-consistency stop: 5e-08 eV per atom in the density residual
occupations: fixed
spin: none
net charge: 0

Cell vectors (angstrom)
a, 11.6015, 0, 0
b, 0, 13.3963, 0
c, 0, 0, 41.9449

Atoms and the computed forces on them: element, x, y, z (angstrom), force x, y, z (eV/angstrom)
Si, 0, 2.2327, 1.1851, -0.032, -0.0183, 0.0388
Si, 3.8672, 2.2327, 1.1851, 0.0012, 0.0722, 0.0191
Si, 7.7343, 2.2327, 1.1851, 0.0198, -0.0026, 0.0432
Si, 1.9336, 5.5818, 1.1851, 0.0088, -0.0194, -0.0391
Si, 5.8008, 5.5818, 1.1851, -0.0127, 0.0158, -0.0043
Si, 9.6679, 5.5818, 1.1851, 0.0142, -0.031, 0.03
Si, 0, 8.9308, 1.1851, -0.0786, 0.0222, 0.1047
Si, 3.8672, 8.9308, 1.1851, 0.0396, 0.0294, -0.005
Si, 7.7343, 8.9308, 1.1851, -0.0063, 0.0081, -0.0191
Si, 1.9336, 12.2799, 1.1851, -0.0088, -0.0591, 0.0087
Si, 5.8008, 12.2799, 1.1851, 0.0209, 0.0187, -0.0427
Si, 9.6679, 12.2799, 1.1851, -0.0035, -0.036, -0.051
Si, 1.9336, 1.1164, 1.9745, -0.0279, 0.0676, -0.045
Si, 5.8008, 1.1164, 1.9745, 0.0032, -0.0846, -0.0146
Si, 9.6679, 1.1164, 1.9745, 0.0211, -0.022, 0.0045
Si, 0, 4.4654, 1.9745, 0.031, 0.0479, 0.0073
Si, 3.8672, 4.4654, 1.9745, -0.1002, -0.0682, 0.0192
Si, 7.7343, 4.4654, 1.9745, -0.0283, 0.009, -0.0065
Si, 1.9336, 7.8145, 1.9745, 0.1419, -0.1763, -0.0524
Si, 5.8008, 7.8145, 1.9745, -0.0597, -0.0001, -0.0003
Si, 9.6679, 7.8145, 1.9745, -0.0066, 0.0346, -0.0036
Si, 0, 11.1635, 1.9745, -0.0415, 0.135, 0.0104
Si, 3.8672, 11.1635, 1.9745, -0.0232, 0.0743, -0.0012
Si, 7.7343, 11.1635, 1.9745, 0.0213, 0.0559, 0.0075
Si, 1.9336, 1.1164, 4.3426, -0.104, 0.1988, 0.6234
Si, 5.8008, 1.1164, 4.3426, 0.084, -0.2629, 0.1505
Si, 9.6679, 1.1164, 4.3426, 0.0172, -0.0417, 0.3054
Si, 0, 4.4654, 4.3426, -0.014, 0.0989, 0.236
Si, 3.8672, 4.4654, 4.3426, -0.0501, -0.31, -0.3151
Si, 7.7343, 4.4654, 4.3426, -0.1775, 0.0735, 0.1463
Si, 1.9336, 7.8145, 4.3426, 0.4088, -0.4509, 0.7991
Si, 5.8008, 7.8145, 4.3426, 0.1509, -0.0468, -0.7388
Si, 9.6679, 7.8145, 4.3426, 0.1582, 0.0898, -0.0828
Si, 0, 11.1635, 4.3426, -0.0875, 0.2844, -0.2532
Si, 3.8672, 11.1635, 4.3426, -0.0446, 0.251, -0.3198
Si, 7.7343, 11.1635, 4.3426, 0.0736, 0.1701, -0.2515
Si, 0, 0, 37.6044, -0.3138, -0.1784, -0.3461
Si, 3.8672, 0, 37.6044, -0.0069, -0.0384, 0.3529
Si, 7.7343, 0, 37.6044, 0.2508, -0.1392, -0.2898
Si, 1.9336, 3.3491, 37.6044, -0.3413, 0.1848, 0.2506
Si, 5.8008, 3.3491, 37.6044, 0.2327, -0.1065, 0.0652
Si, 9.6679, 3.3491, 37.6044, 0.1155, -0.1042, -0.5813
Si, 0, 6.6981, 37.6044, 0.0366, -0.1779, -0.0608
Si, 3.8672, 6.6981, 37.6044, -0.1834, 0.0635, 0.5121
Si, 7.7343, 6.6981, 37.6044, 0.0757, -0.1436, 0.3093
Si, 1.9336, 10.0472, 37.6044, -0.3046, 0.0625, -0.2954
Si, 5.8008, 10.0472, 37.6044, 0.2208, 0.3545, 0.2368
Si, 9.6679, 10.0472, 37.6044, 0.1092, 0.324, -0.339
Si, 0, 0, 39.9725, -0.1302, -0.1031, 0.0118
Si, 3.8672, 0, 39.9725, 0.0064, 0.0166, -0.0258
Si, 7.7343, 0, 39.9725, 0.0881, -0.053, -0.0013
Si, 1.9336, 3.3491, 39.9725, -0.1387, 0.0885, 0.0215
Si, 5.8008, 3.3491, 39.9725, 0.0869, -0.0201, 0.0081
Si, 9.6679, 3.3491, 39.9725, 0.0542, -0.0459, 0.0395
Si, 0, 6.6981, 39.9725, 0.0233, -0.0947, 0.0125
Si, 3.8672, 6.6981, 39.9725, -0.0948, 0.0237, -0.0061
Si, 7.7343, 6.6981, 39.9725, 0.0256, -0.0687, -0.0008
Si, 1.9336, 10.0472, 39.9725, -0.1142, 0.0225, 0.0116
Si, 5.8008, 10.0472, 39.9725, 0.1033, 0.1744, 0.0002
Si, 9.6679, 10.0472, 39.9725, 0.0153, 0.1229, 0.047
Si, 0, 2.2327, 40.7619, 0.0303, 0.0257, -0.0229
Si, 3.8672, 2.2327, 40.7619, -0.0072, -0.07, -0.0362
Si, 7.7343, 2.2327, 40.7619, -0.0213, -0.0004, -0.0357
Si, 1.9336, 5.5818, 40.7619, 0.0045, 0.0095, 0.0743
Si, 5.8008, 5.5818, 40.7619, 0.0021, 0.008, 0.0129
Si, 9.6679, 5.5818, 40.7619, -0.0137, 0.0445, -0.0109
Si, 0, 8.9308, 40.7619, 0.0489, -0.0029, -0.0574
Si, 3.8672, 8.9308, 40.7619, -0.0177, -0.0441, -0.0401
Si, 7.7343, 8.9308, 40.7619, -0.0159, -0.0097, -0.0162
Si, 1.9336, 12.2799, 40.7619, 0.0167, 0.0532, -0.0204
Si, 5.8008, 12.2799, 40.7619, -0.023, -0.0299, 0.0465
Si, 9.6679, 12.2799, 40.7619, 0.0041, 0.0286, 0.0548
Si, 2.0812, -5.8992, 30.5622, 0.0766, -0.0416, 0.0508
Si, 5.3756, -1.5983, 31.1691, -0.2014, 0.0536, 0.0463
Si, 12.0409, -3.3315, 25.1143, 0.0389, 0.0258, 0.0201
Si, 4.0504, 8.4811, 31.4989, -0.0935, -0.016, -0.0209
Si, 2.6439, 3.341, 30.4667, -0.019, 0.0075, -0.1559
Si, 13.4078, 9.7709, 20.3919, -0.0174, 0.0347, 0.1302
Si, -4.4895, 13.2344, 23.7291, 0.0272, 0.0042, 0.118
Si, 7.0491, 2.9043, 23.2132, 0.0038, -0.0908, 0.1245
Si, 12.3725, 2.1073, 31.2539, -0.1079, -0.0959, 0.0504
Si, -3.5966, 4.4067, 29.5246, 0.0183, 0.0097, 0.1267
Si, 4.2229, 15.3653, 31.5543, 0.0491, -0.0345, 0.0739
Si, 5.7538, 12.1685, 33.5773, 0.0095, -0.0027, 0.0312
Si, -5.6935, -0.2602, 27.7562, 0.0489, 0.0374, -0.0414
Si, -1.0638, 0.193, 28.1943, -0.0416, 0.0434, -0.0009
Si, 4.5191, 7.0822, 23.6793, -0.0848, -0.1767, 0.0711
Si, -2.9083, 6.6303, 25.3821, -0.0019, 0.0446, 0.0801
Si, 5.2475, 6.4209, 31.7408, 0.1014, 0.018, -0.0227
Si, 15.2889, 3.2255, 16.7359, 0.0275, 0.0604, -0.0681
Si, -2.2547, 6.6699, 31.373, -0.0374, -0.1299, -0.005
Si, 2.8403, 13.3247, 31.6157, -0.0501, -0.0766, -0.019
Si, 11.5715, 8.844, 33.5984, -0.0001, -0.0101, 0.0029
Si, 2.4448, 8.086, 25.4898, -0.0416, 0.0527, 0.1578
Si, 1.5655, 17.5883, 27.8057, 0.0145, 0.0089, 0.1305
Si, 7.2749, 7.9367, 31.5124, -0.0774, -0.0817, 0.0313
Si, 0.0272, 2.2277, 33.5438, -0.0001, -0.0148, -0.0232
Si, 3.8415, 2.259, 33.8513, -0.069, 0.0081, -0.0228
Si, 6.9199, 0.0512, 30.4908, -0.0341, 0.016, -0.1234
Si, 2.0724, 5.5563, 33.6077, 0.0798, -0.0558, -0.062
Si, 10.5994, 10.1565, 29.0947, -0.0223, 0.0051, 0.005
Si, 9.6329, 5.6849, 33.5714, 0.0189, 0.0004, -0.0016
Si, -4.9283, 15.5749, 31.4969, 0.0243, 0.1269, -0.0101
Si, 3.8401, 8.9648, 33.7746, -0.0246, 0.0604, 0.0763
Si, 7.6528, 8.834, 33.7121, -0.0376, -0.0395, 0.003
Si, 2.0285, 12.3965, 33.676, 0.0012, 0.0579, -0.0025
Si, 5.7237, 8.8417, 27.9416, 0.0395, 0.0411, 0.0843
Si, 9.6343, 12.2875, 33.2222, -0.0596, -0.038, -0.0569
Si, 1.8775, 1.1628, 34.5775, -0.0077, 0.0505, 0.0203
Si, 5.7573, 1.0277, 34.4976, -0.0426, -0.0624, -0.0244
Si, 9.6251, 1.0929, 34.2244, 0.0202, 0.0106, 0.018
Si, 0.0148, 4.4953, 34.266, 0.0513, 0.0454, -0.0042
Si, 3.8751, 4.4637, 34.6268, 0.0321, 0.0212, -0.0127
Si, 7.728, 4.511, 34.4151, -0.004, 0.026, -0.0165
Si, 1.9163, 7.7793, 34.4561, 0.0405, -0.0155, -0.0606
Si, 5.7398, 7.8626, 34.6614, 0.0158, 0.0549, 0.0469
Si, 9.6424, 7.832, 34.5362, -0.0292, 0.0404, -0.0059
Si, -0.0048, 11.1949, 34.1683, 0.0174, 0.0086, -0.0008
Si, 3.8481, 11.1828, 34.5386, 0.0189, 0.0162, -0.0112
Si, 7.7642, 11.1485, 34.2803, -0.0221, -0.0245, -0.0322
Si, 1.9275, 1.1251, 36.8948, -0.0017, 0.0007, -0.0328
Si, 5.7985, 1.0935, 36.8467, 0.0042, -0.0258, -0.027
Si, 9.6644, 1.1098, 36.7038, -0.0172, 0.0005, 0.0131
Si, 0.0006, 4.4758, 36.7243, -0.0011, -0.0059, -0.013
Si, 3.8656, 4.4628, 36.9264, 0.0119, -0.0193, -0.0118
Si, 7.7403, 4.4722, 36.7973, -0.0107, 0.0053, -0.0054
Si, 1.9309, 7.8072, 36.8219, 0.0005, 0.0046, -0.0188
Si, 5.7971, 7.8266, 36.9466, -0.0197, -0.0028, 0.011
Si, 9.664, 7.8218, 36.8686, 0.0081, 0.0015, -0.0079
Si, -0.0037, 11.1696, 36.6784, 0.013, -0.0217, 0.0109
Si, 3.8678, 11.1607, 36.8707, 0.0021, -0.0114, -0.0081
Si, 7.7427, 11.1636, 36.7325, 0.0094, -0.013, -0.0304
Si, -0.0048, 0.004, 5.206, 0.0258, 0.0103, 0.022
Si, 3.8638, -0.0022, 5.1549, 0.0102, -0.0111, 0.0183
Si, 7.7417, -0.0112, 5.1705, 0.0015, -0.0117, 0.0065
Si, 1.9247, 3.3898, 5.218, 0.0069, 0.0193, 0.0318
Si, 5.7818, 3.3276, 5.1179, 0.0192, 0.0098, -0.0098
Si, 9.6633, 3.3624, 5.145, 0.0226, -0.0084, 0.0179
Si, -0.0189, 6.7059, 5.1678, -0.0246, 0.0161, 0.0131
Si, 4.0011, 6.6117, 5.2093, -0.1961, 0.1039, -0.0022
Si, 7.7295, 6.7324, 5.0944, 0.0039, 0.0118, -0.0366
Si, 1.931, 10.051, 5.0489, -0.0012, 0.021, 0.0029
Si, 5.7957, 10.0428, 5.0374, 0.0076, 0.0036, 0.0378
Si, 9.6693, 10.0609, 5.0936, 0.0292, 0.0041, 0.0172
Si, -0.0453, 0.0602, 7.6407, -0.0191, -0.0117, 0.0181
Si, 3.817, 0.0144, 7.5453, -0.0222, -0.0424, 0.0162
Si, 7.7086, 0.0093, 7.5701, -0.0116, -0.0343, -0.0122
Si, 1.8292, 3.5077, 7.6666, 0.0054, 0.031, 0.0056
Si, 5.612, 3.4868, 7.4749, 0.0286, 0.0552, -0.0048
Si, 9.5662, 3.4406, 7.5216, 0.0084, -0.0159, 0.0044
Si, -0.3079, 6.7945, 7.5524, -0.0293, 0.0235, -0.0259
Si, 5.0967, 5.9215, 7.3367, 0.1213, -0.0367, 0.18
Si, 7.3632, 6.8655, 7.4086, -0.0585, -0.011, 0.0242
Si, 1.805, 10.1676, 7.3524, -0.0134, 0.0118, 0.024
Si, 5.7215, 10.1108, 7.3445, -0.0119, -0.0489, 0.0078
Si, 9.6196, 10.1671, 7.4347, 0.0041, 0.0226, -0.0019
Si, -0.0758, 2.3432, 8.3743, -0.0365, -0.028, -0.0181
Si, 3.7596, 2.2623, 8.3363, -0.0235, 0.0041, 0.0546
Si, 10.766, -1.9488, 13.873, -0.0866, -0.0363, -0.2403
Si, 1.3699, 5.686, 8.7912, -0.0056, -0.0208, 0.0731
Si, 3.4469, 6.9241, 8.7041, -0.2745, -0.1154, -0.4105
Si, 9.2373, 5.6926, 8.2868, -0.0142, -0.052, 0.0073
Si, -0.0649, 9.0684, 8.2636, 0.0145, -0.0074, 0.0321
Si, 3.7248, 9.2394, 8.265, 0.093, -0.0131, 0.0149
Si, 7.6691, 9.122, 8.2104, -0.0443, -0.018, -0.0015
Si, 1.8947, 12.2797, 8.3658, 0.0032, 0.0232, 0.0078
Si, 5.8955, 11.3793, 10.5254, 0.016, -0.0198, -0.0215
Si, 9.6557, 12.2916, 8.5193, -0.0053, 0.0096, 0.081
Si, -3.5104, 2.0336, 10.5389, 0.0363, -0.0073, -0.0142
Si, 3.7114, 1.9432, 10.705, 0.0454, 0.0188, -0.1089
Si, 2.2958, 7.4654, 18.5287, 0.2121, -0.0994, 0.0109
Si, 1.6786, 2.0253, 14.3521, -0.0477, -0.0286, -0.0497
Si, 3.9648, 9.9759, 10.5296, -0.0163, -0.0855, 0.0134
Si, 7.4322, 7.6928, 11.2223, -0.0828, 0.0897, 0.1374
Si, -4.3085, 5.4835, 19.0108, -0.1517, -0.0214, 0.0136
Si, 5.7655, 12.2546, 8.2936, -0.0119, -0.0054, -0.0252
Si, 9.1366, 5.8777, 10.6634, 0.025, -0.0153, -0.0364
Si, 3.6709, 12.5481, 16.4876, 0.1821, 0.0358, 0.011
Si, 7.8196, 9.9179, 10.5026, -0.0451, -0.0183, -0.0661
Si, 11.911, 8.0294, 12.1493, -0.0533, -0.0004, -0.1059
Si, 4.5792, 4.6639, 12.0627, -0.0777, 0.1082, 0.0307
Si, 0.2224, 3.9651, 12.3465, -0.0412, 0.0025, -0.0084
Si, 5.2026, -2.541, 18.4966, 0.0738, 0.0271, 0.0477
Si, 4.2176, -2.0652, 21.3924, 0.0526, 0.01, 0.0484
Si, -0.2931, 2.1943, 10.755, 0.0039, -0.0189, -0.0632
Si, 9.4134, 3.5218, 14.0227, -0.0041, 0.0506, -0.0582
Si, 7.6139, 2.3033, 8.2398, -0.0219, -0.0031, -0.0765
Si, 6.3411, 13.339, 14.9812, -0.0149, -0.1398, -0.0734
Si, 5.197, 4.3843, 24.9026, 0.0531, -0.0341, 0.101
Si, 5.442, 7.7952, 18.1564, 0.0316, 0.0121, -0.0537
Si, 1.6933, 10.7203, 15.4261, -0.0107, -0.0147, -0.2144
Si, 10.2367, 8.6129, 14.7957, -0.0766, -0.0515, -0.1445
O, 11.9347, 23.256, 21.0976, 0.0644, -0.0394, -0.0963
O, 27.1937, 4.2999, 20.3722, -0.0022, 0.021, -0.0171
O, 22.303, 41.9345, 27.7682, 0.0031, 0.041, 0.0156
O, -6.4428, 10.3528, 22.2927, -0.0173, 0.0058, -0.0182
O, 8.1576, 9.9638, 16.784, 0.0326, 0.0011, 0.0361
O, 11.406, -18.5759, 15.892, -0.0094, 0.013, 0.072
O, -5.9483, 12.7741, 24.2998, -0.0336, 0.0054, -0.0253
O, 9.9392, 13.5427, 29.7266, 0.005, -0.0072, -0.0762
O, -14.1486, 16.8606, 28.7152, -0.0285, -0.0153, -0.0331
O, -4.6164, 1.2943, 23.038, -0.0175, 0.0473, -0.06
O, -12.5943, 14.7123, 16.4342, -0.0231, -0.0633, 0.0204
O, 14.0844, 13.984, 19.9797, -0.0427, -0.0027, -0.075
O, 13.8345, -5.1746, 20.0215, -0.0324, -0.0035, 0.0132
O, 2.9001, 20.0337, 14.72, -0.0549, 0.0316, 0.0539
O, -19.4936, 12.086, 30.8888, 0.2262, 0.0084, 0.0661
O, 5.1753, 2.5464, 17.0247, 0.0297, -0.0141, 0.0034
O, 14.07, 3.2137, 28.7754, 0.0048, -0.0136, 0.0695
O, 0.6788, 25.9082, 18.2418, -0.0024, -0.0825, -0.0667
O, 18.8079, 14.459, 18.1506, -0.0325, 0.0148, -0.0319
O, 22.1614, -8.9573, 13.319, 0.0531, 0.0014, 0.0489
O, 34.5228, 22.818, 30.3517, -0.0277, 0.0076, -0.0392
O, 19.9988, -18.6322, 24.9061, 0.0071, -0.0179, -0.0432
O, -16.1629, 9.1608, 27.0172, 0.0113, 0.0004, -0.0299
O, 11.0724, -10.8442, 30.3129, 0.0957, -0.1083, 0.0362
Si, 11.5638, 21.5786, 17.5484, -0.1452, 0.0587, -0.0556
Si, 10.6465, 21.4219, 27.0981, 0.0662, -0.054, -0.0178
Si, -3.1848, 8.9676, 21.3878, 0.0165, 0.0857, 0.074
Si, 20.0709, 13.5775, 18.736, -0.0262, -0.0743, 0.0357
Si, 1.7104, 19.3365, 23.5606, 0.025, 0.0619, -0.035
Si, 6.2264, 5.8025, 27.2466, -0.0041, 0.047, 0.0771
Si, -0.1336, 21.4733, 31.3233, 0.0655, 0.0197, 0.043
Si, -3.2127, 12.2443, 26.195, -0.0004, 0.0591, 0.0149
Si, 9.1125, 12.4439, 30.6541, 0.0034, 0.0042, 0.2474
Si, 12.5801, 3.9277, 24.7039, -0.054, -0.0767, 0.1307
Si, 11.053, 14.4996, 14.8845, 0.0263, 0.088, -0.0311
Si, 2.0648, 11.4961, 10.6633, 0.0278, -0.0359, -0.03
Si, 14.6692, 15.6158, 23.8149, -0.0075, -0.0982, 0.1251
Si, -7.1024, -0.129, 25.3441, 0.0563, 0.021, 0.0065
Si, 22.3088, 1.8974, 17.9425, -0.0278, 0.005, 0.0048
Si, 15.3203, 0.938, 21.0274, 0.0183, -0.022, 0.0936
Si, 7.5505, 8.6779, 16.002, -0.0326, 0.0829, -0.1512
Si, 9.4796, 6.6343, 19.4434, 0.0085, -0.0352, 0.0523
Si, 2.849, 8.152, 14.0855, 0.0477, -0.0853, -0.1332
Si, 4.1735, 5.6024, 14.8595, 0.0902, 0.0285, -0.158
Si, -8.9907, 17.8027, 19.4627, 0.015, 0.013, -0.0039
Si, 0.214, 9.8317, 10.5293, 0.1238, -0.0052, -0.0316
Si, 6.1194, 13.4005, 11.7534, 0, -0.1152, -0.1517
Si, 13.343, 20.5923, 28.2842, 0.0358, 0.0299, 0.1299
Si, 8.5463, 3.7208, 16.9788, -0.0454, -0.0757, -0.0668
Si, 5.3841, 16.8171, 20.5629, -0.0063, -0.0537, 0.1082
Si, 12.5344, 10.9296, 17.756, -0.0986, 0.0544, 0.3528
Si, 13.6579, 13.852, 11.7155, -0.0413, -0.0736, -0.1209
Si, 19.1759, 22.8332, 25.5002, -0.0145, 0.0037, 0.0797
Si, -3.8578, -1.8761, 16.9257, -0.0178, -0.0324, -0.0248
Si, 3.7686, -2.1932, 27.419, -0.004, -0.02, -0.0382
Si, 8.4973, 11.8552, 21.2903, 0.0003, 0.0406, 0.1011
Si, -1.7222, 11.1003, 10.7688, 0.0354, 0.0242, 0.0256
Si, 5.8135, 9.0347, 23.0226, 0.0087, 0.0659, 0.0399
Si, 5.803, 7.9093, 13.9403, 0.118, -0.0309, -0.0377
Si, 3.0244, 32.2841, 31.3417, -0.0572, -0.0154, 0.0142
Si, 5.7366, 5.6568, 33.8847, -0.0333, -0.0187, 0.0503
Si, 10.6081, 16.4073, 28.8037, 0.068, 0.0024, -0.0487
Si, 7.5985, 15.6525, 33.6584, -0.0031, 0.0234, 0.0029
Si, 5.8474, 9.5022, 30.3044, -0.0453, -0.0335, 0.0882
Si, 23.8853, 11.3733, 27.8116, 0.1658, 0.109, -0.049
Si, 23.3059, 18.4798, 21.1979, -0.0149, 0.0454, 0.1338
Si, 10.8453, 10.3649, 22.2108, -0.0513, 0.0408, 0.119
Si, -3.8974, 17.4661, 11.617, -0.0064, 0.038, -0.0279
Si, 29.9916, 2.1106, 16.9237, 0.0017, -0.0679, 0.0024
Si, 11.7043, 5.9144, 10.9846, -0.0366, 0.0629, -0.0817
Si, 1.6806, 13.8141, 18.5431, 0.0314, -0.0151, 0.0687
Si, -1.7503, 17.7092, 23.5681, -0.0217, 0.008, 0.1068
Si, 4.4024, 7.4349, 10.6865, 0.2183, 0.2815, 0.144
O, -16.6204, -22.7156, 19.6076, -0.0257, 0.0403, 0.0178
O, 5.4811, 9.2869, 18.8164, -0.0131, -0.0096, 0.0169
O, -6.4756, 4.8212, 26.4945, -0.0135, -0.0153, -0.0937
O, 21.4222, 14.4357, 18.9952, 0.027, 0.0512, -0.0234
O, 2.4747, 36.0794, 15.2029, -0.0154, 0.0184, 0.0865
O, -20.8418, 21.5341, 27.11, -0.0009, 0.0069, -0.1184
O, 9.706, 1.8569, 10.8068, 0.0151, 0.0177, 0.001
O, -10.1176, 42.7365, 23.9804, 0.0207, -0.0195, -0.0662
O, 14.7969, -20.3983, 22.9622, 0.0194, 0.0396, -0.0371
O, -9.3188, 19.2638, 18.8341, -0.0486, 0.0247, 0.009
O, 20.7965, 32.5331, 24.0992, 0.0141, -0.0096, -0.0415
O, 30.0929, 5.0651, 28.5374, 0.0004, -0.0001, -0.0268
O, 19.2212, 25.553, 22.6298, 0.0052, -0.0162, -0.0545
O, 14.3835, 37.3499, 21.4277, -0.0414, -0.0359, -0.034
O, -0.8561, -0.478, 14.5719, -0.0284, -0.0004, 0.0852
O, -9.3219, 11.0507, 28.0734, -0.039, -0.006, -0.0301
O, -3.5738, 17.1157, 13.1994, 0.0143, -0.0151, 0.0838
O, -6.0856, 47.3866, 27.7796, 0.0046, 0, 0.0101
O, 23.33, 7.35, 28.1014, -0.0735, 0.038, -0.055
O, 9.9235, 23.6309, 14.6174, 0.0381, 0.086, 0.0523
O, -3.4076, 13.2998, 24.9626, -0.0211, -0.0287, 0.0011
O, 2.3104, 14.2658, 13.3279, 0.065, 0.0111, 0.0583
O, 15.7033, 11.2081, 17.336, -0.039, -0.0084, -0.0152
O, 9.6798, 9.2261, 22.3995, 0.007, -0.0128, -0.0696
O, 12.9666, 16.7687, 13.4188, 0.0249, 0.063, 0.0206
O, 8.8364, 21.3164, 15.3189, 0.0455, -0.0076, 0.0432
O, 0.0096, 17.5946, 28.322, -0.024, 0.0078, -0.0367
O, 19.3702, 18.4647, 17.4919, 0.0336, 0.0786, -0.0165
O, 22.3291, 21.4434, 13.332, 0.0257, 0.0179, 0.0209
O, 6.3304, 36.4421, 24.4655, -0.0267, -0.0154, -0.0789
O, 15.5806, -5.6596, 25.098, 0.0055, 0.0334, -0.0758
O, 17.7322, 17.9539, 11.5731, 0.003, -0.0304, 0.0711
O, -13.815, 11.036, 29.8116, -0.0131, -0.1092, -0.0578
O, 21.5163, 16.7559, 17.897, 0.0254, 0.0003, 0.0003
O, 12.0124, 24.677, 26.1874, 0.0103, 0.0003, 0.0318
O, 3.4467, 14.2774, 24.6548, -0.0039, 0.0195, -0.0332
O, 14.4725, -10.0048, 18.1698, -0.0199, -0.0164, 0.0055
O, 14.8684, 15.3454, 22.2278, 0.0047, 0.0074, -0.0564
O, 4.7366, 25.5488, 28.3565, -0.015, 0.0553, -0.0035
O, 44.6118, 33.5381, 26.5667, -0.0117, -0.0332, -0.0028
O, -10.0308, 3.8107, 26.2315, -0.0261, -0.0276, -0.0398
O, 0.4836, -12.5628, 11.3323, -0.0314, 0.0151, -0.012
O, 1.4338, 6.9637, 24.8287, 0.0575, -0.0165, -0.0709
O, -0.262, 9.7937, 17.9773, 0.0199, -0.0388, -0.0176
O, 13.6035, 10.4943, 18.937, -0.042, 0.0133, -0.1111
O, -7.255, 8.5041, 13.4821, -0.062, 0.0613, 0.0191
O, 7.0815, 21.8423, 22.1578, -0.0186, -0.0331, -0.0372
O, 20.4996, 12.4192, 17.6388, -0.0223, 0.013, 0.0005
O, 5.0344, 14.5549, 11.3116, -0.0241, 0.0117, 0.0499
O, 18.065, 3.3856, 24.66, -0.0232, 0.0211, -0.0153
O, -5.5211, 16.9315, 22.0518, -0.0223, 0.0409, -0.1045
O, 18.9744, 6.0346, 26.1111, -0.0148, -0.0374, -0.0691
O, -1.502, -1.653, 21.6853, 0.0139, -0.0256, -0.0494
O, 15.6032, -22.0346, 16.2293, 0.0074, -0.0455, 0.024
O, 13.8099, 19.0695, 27.9519, 0.02, -0.0306, -0.0377
O, 10.1993, 11.6516, 12.3478, -0.059, -0.004, 0.0406
O, 15.4818, 30.3334, 24.387, -0.0039, 0.0602, -0.0384
O, 16.3819, 24.9149, 19.89, 0.0028, 0.0052, -0.0356
O, 36.2033, 27.3365, 30.9633, 0.0906, 0.1128, 0.0218
O, 0.4334, 12.9453, 28.1871, -0.007, -0.0311, 0.0174
O, -0.6802, 17.2774, 24.7383, 0.0151, 0.0038, -0.0232
O, 11.2035, 8.8279, 25.7855, -0.0117, -0.0468, 0.0141
O, 18.1194, 22.4953, 14.8027, -0.005, -0.0552, 0.0709
O, 18.5907, 1.3678, 15.4528, -0.0053, 0.0287, 0.0364
O, 18.6408, 12.1609, 27.1026, -0.0317, -0.0212, 0.0205
O, 4.4752, -3.6634, 27.3422, -0.016, 0.033, -0.0477
O, -1.3179, 20.7072, 18.1406, 0.0573, 0.0438, -0.0007
O, 5.4422, 32.5571, 24.033, -0.0256, 0.0753, -0.0711
O, 12.2799, 15.1257, 18.4018, -0.0027, -0.0048, -0.0242
O, 29.7996, 0.6186, 28.923, 0.0379, -0.0607, 0.0285
O, 32.8181, 26.1472, 27.1318, 0.0204, -0.0298, -0.0037
O, -8.7135, 27.0433, 17.4275, 0.0001, 0.0275, -0.0303
O, 5.234, 27.4619, 26.5916, 0.0031, -0.058, -0.0136
O, -7.777, 7.6334, 17.8092, -0.0585, 0.0258, 0.0394
O, 18.9104, 12.1086, 15.4649, 0.0119, 0.0519, 0.0022
O, 17.6342, 19.9771, 19.0983, 0.0433, -0.0511, 0.0434
O, 13.5852, 9.5417, 24.9036, -0.0007, -0.0061, -0.0277
O, 6.5328, 25.0092, 17.998, -0.0309, 0.0137, 0.0167
O, 8.1162, 26.3876, 20.2078, 0.0059, 0.0059, -0.0434
O, 0.7781, 6.1837, 22.2188, 0.0186, -0.0164, -0.0499
O, 24.9948, 34.9601, 12.8581, -0.0182, 0.0392, 0.0199
O, 17.119, 33.3394, 14.8151, -0.0339, -0.0545, 0.0235
O, 3.7277, 25.3432, 25.9459, -0.0219, -0.0276, 0.0289
O, 4.0736, 19.5993, 11.7661, 0.0266, -0.0893, 0.006
O, 25.9345, 2.4638, 15.5865, -0.006, -0.0299, -0.0256
O, -4.4061, 16.8806, 30.5996, -0.0848, -0.0996, 0.046
O, 20.7472, -9.319, 15.5111, 0.0271, -0.0022, 0.0568
O, 21.5786, 1.9817, 13.9879, -0.0205, -0.072, 0.019
O, -0.8921, 5.8218, 20.1492, 0.0714, -0.0228, -0.0043
O, -2.9854, 30.1096, 23.222, 0.0539, 0.0244, -0.0475
O, -4.9947, 34.5904, 16.9962, -0.0202, -0.0268, 0.0362
O, 3.7073, -9.8892, 11.3021, -0.0516, -0.0504, 0.0358
O, 19.1496, 0.6331, 11.2493, 0.0191, 0.0449, -0.0162
O, 8.0552, -16.3922, 20.6748, 0.0192, -0.0427, -0.0294
O, -3.0243, -2.6571, 25.5689, 0.0113, -0.0044, -0.0034
O, 4.3275, 17.8804, 13.6688, 0.0268, 0.0013, -0.0381
O, 8.8956, -5.5214, 20.3138, 0.0098, 0.04, -0.0531
O, 9.8516, -4.2935, 28.059, -0.0646, -0.0312, 0.0328
O, 4.9224, 13.2561, 15.7712, -0.0287, 0.0327, 0.0147
O, 12.3071, 10.899, 14.1039, 0.1107, 0.0013, 0.0282
O, -14.2282, 5.5279, 30.2183, -0.0091, 0.0504, 0.0051
O, 14.3127, 11.9973, 15.2969, -0.0754, -0.0023, -0.0459
O, 11.4955, 10.595, 23.6823, 0.0234, -0.0147, -0.0275
O, -0.8933, 4.2334, 22.1739, -0.0079, -0.0144, -0.1236
O, 15.7113, -0.4725, 21.8065, 0.0042, -0.0319, -0.0432
O, 6.0424, 7.3899, 10.33, 0.0656, -0.0301, 0.0981
O, 6.8608, 34.3004, 12.775, 0.0567, -0.0077, -0.1565
O, 16.5428, 1.8231, 20.3094, 0.0214, 0.0434, -0.0389
O, 1.2673, 17.5645, 20.4351, 0.0049, 0.0184, -0.0311
O, 6.1313, -0.1529, 13.381, 0.0033, 0.0566, 0.1575

Results
free energy: -229398.468 eV
free energy less fixed offsets of O -568.88, Si -635.61 eV per atom: 13.462 eV

The program warned: the cutoff lies below the one the program advises for these potential files; the exchange-correlation potential is rough where the density is thin.
